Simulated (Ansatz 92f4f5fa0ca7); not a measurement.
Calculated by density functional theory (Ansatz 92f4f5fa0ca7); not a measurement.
Periodic cell of 226 atoms, Si133O92As1, from a study of silicon, its oxide and their interface. The atomic structure is a simulated model.
Doubt: the cutoff is far below the 930 eV that the study's wrapper takes by default for these files, so forces and energies are approximate.
This geometry differs little from another in the collection (a relaxation step or a small displacement).

Settings: functional PBE; potential files Ansatz PAW; basis plane waves; wave-function cutoff 580 eV; density cutoff ratio 5; exchange-correlation grid ratio 1; k mesh 1 x 1 x 1, Gamma-centred; self-consistency stop 5e-08 eV per atom in the density residual; occupations fixed; spin none; net charge +1 e, with a uniform compensating background and no finite-size correction.

Cell vectors (angstrom)
a  10.938  0  0
b  0  10.938  0
c  0  0  31.9494

Atoms and the computed forces on them: element, x, y, z (angstrom), force x, y, z (eV/angstrom)
Si  10.593  0.0921  24.364  -0.0004  0.0036  0.0027
Si  5.0027  0.1837  24.5876  -0.005  -0.0054  -0.002
Si  2.7953  2.4712  24.4862  -0.002  -0.0059  -0.0062
Si  8.5295  2.5221  24.5748  0.0036  0.0054  0.003
Si  10.49  5.6752  24.4682  0.0328  -0.0421  -0.0911
Si  5.1142  5.6495  24.4258  -0.0058  -0.0001  0.0052
Si  2.9079  7.9776  24.402  -0.0023  0.0015  0.0069
Si  8.2676  8.0041  24.5431  0.0047  0.005  0.0103
Si  1.2421  1.2596  25.7968  0.0022  -0.0022  0.0049
Si  6.7603  1.3717  25.7498  0.0008  -0.002  -0.0017
Si  3.974  4.0832  25.8003  -0.0034  0.0023  0.0021
Si  9.549  4.0901  26.0036  0.0021  -0.0008  0.0004
Si  1.2579  6.8397  25.7387  -0.0036  -0.0075  -0.0065
Si  6.6948  6.7889  25.8257  0.0029  -0.0007  0.0047
Si  3.9358  9.521  25.9402  -0.0012  -0.0003  0.0003
Si  9.4493  9.5823  25.852  0.0006  -0.0058  0.0004
Si  2.5707  -0.043  27.2408  -0.003  0.0026  -0.0047
Si  8.0857  0.0199  27.1815  0.0014  -0.0017  0.0008
Si  0.0132  2.7104  27.2367  0.0008  0.0027  -0.0051
Si  5.4211  2.7702  27.1358  -0.0004  0.003  0.0025
Si  2.617  5.4768  27.1415  0.0029  -0.0029  0.0002
Si  8.0742  5.4445  27.2202  -0.0018  0.0026  -0.0059
Si  -0.0458  8.2353  27.1547  -0.0012  0.006  0.0003
Si  5.4088  8.2077  27.2155  0.0005  0.0005  -0.0016
Si  4.0333  1.3787  28.5147  0.0009  -0.0006  0.0017
Si  9.4894  1.3771  28.5686  -0.002  0.0002  -0.0006
Si  1.3379  4.1161  28.6016  0.0014  0.001  -0.0006
Si  6.7295  4.1019  28.6062  -0.0011  -0.0024  0.0014
Si  4.0054  6.8352  28.5538  0.0013  -0.0022  -0.0017
Si  9.4981  6.8535  28.5288  -0.0003  0.0014  -0.0002
Si  1.25  9.5609  28.6398  -0.0022  -0.0018  0.0019
Si  6.768  9.5898  28.592  0.0001  0.0003  0.0001
Si  -0.0833  0.0348  29.9609  0.0006  -0.002  -0.001
Si  5.4027  0.0436  29.916  -0.0002  0.0002  0
Si  2.7245  2.7612  29.9226  -0.0005  0.0014  -0.0002
Si  8.1466  2.769  29.9264  -0.0008  -0.0011  0
Si  -0.0622  5.5015  29.9118  0.0002  -0.0012  0.0001
Si  5.3899  5.5032  29.9383  -0.001  -0.0001  0.0002
Si  2.6776  8.2205  29.9399  -0.0013  0.0017  -0.0003
Si  8.1665  8.2344  29.9166  0.0001  0.0006  -0.0005
Si  1.3327  1.4189  31.2953  0  0  -0.0013
Si  6.7805  1.4127  31.3008  0.0004  0  -0.0011
Si  4.0592  4.1265  31.3252  0.0003  -0.0009  -0.0008
Si  9.516  4.1423  31.2998  0.0009  0  -0.0012
Si  1.3068  6.8662  31.3086  0.0011  -0.0002  -0.0014
Si  6.7871  6.8861  31.2923  0.0001  -0.0004  -0.0008
Si  4.0504  9.6121  31.3012  0.0003  -0.0001  -0.0017
Si  9.5092  9.5919  31.327  0.0002  0.001  -0.0013
Si  2.7072  0.0628  0.7127  -0.0007  -0.0006  0.0009
Si  8.166  0.0626  0.7009  -0.0003  0.0002  0.0011
Si  -0.0206  2.8021  0.7088  -0.0001  -0.0001  0.0012
Si  5.4471  2.793  0.739  -0.0006  0.0002  0.0007
Si  2.6951  5.5139  0.7061  -0.0004  -0.0002  0.0011
Si  8.1745  5.5405  0.7047  -0.0005  0.0001  0.0012
Si  -0.0259  8.258  0.739  -0.0002  0.0007  0.0008
Si  5.4441  8.2726  0.7169  -0.0002  -0.0001  0.001
Si  4.0759  1.4222  2.1074  0.0004  0.0002  0.0001
Si  9.5739  1.4019  2.0664  -0.001  0.0003  0.0004
Si  1.3278  4.1859  2.0982  0.001  -0.0001  0.0001
Si  6.8178  4.1925  2.087  0.0006  -0.0002  0.0009
Si  4.0656  6.8917  2.0677  0.0001  -0.0005  0.0005
Si  9.5491  6.8855  2.11  0  -0.0004  0.0001
Si  1.3461  9.6547  2.0993  0.0007  0.0001  0.0003
Si  6.8109  9.6652  2.0866  0.0008  0.0007  0.0003
Si  0.005  0.0825  3.497  0.0003  0.0001  0.0014
Si  5.4658  0.0805  3.4838  0.0002  -0.0004  -0.0008
Si  2.6949  2.8136  3.4289  -0.0008  0.0003  -0.0004
Si  8.2388  2.8208  3.3674  0.0012  0.0006  -0.0031
Si  0.0054  5.5591  3.5066  0.0001  0.0004  0.0009
Si  5.4503  5.5717  3.451  -0.0004  0.0002  -0.0007
Si  2.7191  8.2765  3.4228  0  0.0007  -0.0007
Si  8.2215  8.3315  3.4154  0.0007  0.0015  -0.0012
Si  1.3618  1.4933  4.8743  -0.0005  -0.0012  0.0006
Si  6.9041  1.5071  4.7622  0.0007  -0.0024  0.0025
Si  4.051  4.1832  4.7857  -0.0006  0.0006  0.0031
Si  9.5884  4.107  4.8138  0.0001  0.0003  0.0021
Si  1.3585  7.0038  4.8768  -0.0001  -0.0016  0.0021
Si  6.8243  7.0251  4.761  -0.001  -0.0006  0.0023
Si  4.0857  9.5992  4.8185  -0.0006  -0.0007  0.0016
Si  9.6094  9.6116  4.8732  -0.0011  0.0011  0.0006
Si  2.7502  0.0662  6.1417  0.0006  0.0011  -0.0015
Si  8.284  0.1453  6.1199  0  0.0002  -0.0023
Si  0.0078  2.8285  6.3336  -0.0006  0.0007  -0.0007
Si  5.5087  2.8683  6.0893  -0.0016  0.0012  -0.0017
Si  2.7456  5.6115  6.1575  0.0009  -0.0001  -0.003
Si  8.2441  5.6264  5.9667  0.0006  -0.0006  -0.0016
Si  0.0429  8.3368  6.3907  0  -0.0009  -0.0005
Si  5.4918  8.332  6.2494  0.0002  0  -0.0017
Si  4.4172  1.2063  7.343  0.0002  -0.001  -0.0034
Si  9.8082  1.1672  7.649  0.0013  -0.0007  -0.0048
Si  1.1781  4.5276  7.5478  -0.0022  0.0007  -0.0046
Si  6.6468  4.5643  7.2769  -0.0018  0.0014  -0.0023
Si  4.3212  6.7179  7.556  0.0015  -0.0027  -0.0058
Si  9.7206  6.6335  7.5157  0.0019  -0.0002  -0.005
Si  1.2902  9.9716  7.7212  -0.0019  0.0003  -0.0033
Si  6.7174  9.9893  7.4591  -0.0014  0.0014  -0.0032
O  9.5323  1.3267  23.9928  -0.0001  -0.006  -0.0029
O  4.0304  6.828  23.9697  0.0073  -0.0033  -0.003
O  3.944  1.3376  24.0669  0.0026  0.0133  0.0036
O  9.3976  6.8859  24.1494  0.0024  -0.0178  -0.0024
O  -0.0287  5.5762  8.0245  0.0005  0.0001  0.0023
O  5.5636  0.1553  7.9297  0.0014  -0.0006  0.0011
O  0.0778  0.1144  8.1536  0.0003  0.0001  0.002
O  5.5365  5.6342  7.8933  0.0011  0.0011  0.0027
O  7.6302  3.9703  8.4305  0.0018  -0.0019  0.0057
O  8.6967  7.0568  8.7458  -0.0021  0.002  0.0059
O  2.2174  9.4924  9.025  0.0022  -0.0016  0.0051
O  8.8874  1.6814  8.9357  -0.0017  0.0018  0.0052
O  7.6225  9.4884  8.7391  0.002  -0.0022  0.0057
O  3.5684  1.8533  8.5755  -0.0019  0.002  0.006
O  3.5598  7.2308  8.9349  -0.0017  0.0021  0.006
O  2.0619  4.0399  8.8531  0.0026  -0.002  0.0059
O  8.0356  3.5764  23.4338  -0.0051  0.001  -0.0044
O  -0.0932  4.8553  23.1772  -0.0092  0.0508  0.0892
O  1.9432  3.1321  23.306  0.004  0.0102  -0.0104
O  5.7585  4.9226  23.0992  0.0029  -0.002  -0.0072
O  5.3739  10.1039  23.3618  0.0051  -0.0025  -0.0076
O  2.3599  8.7205  23.0468  -0.0021  0.0023  -0.0069
O  0.1523  10.1422  23.0564  0.0003  -0.0009  -0.0055
O  7.6334  8.6659  23.1853  -0.0037  0.0025  -0.01
Si  8.6839  7.5898  18.401  0.001  0.0003  0.0017
Si  8.8215  6.2997  13.6623  -0.0004  0.0005  -0.0042
Si  3.8262  1.483  14.7453  0  -0.0004  -0.0034
Si  2.1576  5.6584  17.6845  0.0001  0.0032  -0.0014
Si  2.6124  2.9032  19.2739  -0.0011  -0.0033  -0.012
Si  9.8237  8.9861  12.1002  -0.0004  -0.0003  -0.006
Si  1.2821  9.4434  22.0381  0.0011  -0.0032  0.0116
Si  9.1975  0.9222  13.191  0.0001  0.0003  -0.005
Si  1.4778  5.0366  12.9957  0.0002  0  -0.0054
Si  1.8106  8.2406  12.8023  0.0004  0.0001  -0.0063
Si  6.5556  9.583  22.3646  -0.0042  0.0028  0.0135
Si  4.5462  4.5418  15.7437  0.0005  0.0004  -0.0034
Si  8.2226  3.0326  9.6052  -0.0005  -0.0008  -0.0087
Si  0.8428  8.1548  19.2776  -0.0013  0.0017  0.0071
Si  7.0145  1.37  21.0341  0.0013  0.0007  0.0051
Si  8.2266  8.3083  9.7011  -0.0003  -0.0001  -0.0092
Si  10.9982  5.1816  15.6061  -0.0001  0.0007  -0.0032
Si  7.6434  9.3838  16.2579  0.0002  0  -0.0018
Si  10.04  2.0707  20.2693  -0.0028  -0.0023  0.0029
Si  3.234  8.525  9.9174  -0.0003  0.0002  -0.0093
Si  6.828  3.2727  17.3069  0.0014  0.0009  0.0004
Si  1.2189  0.1424  19.6945  -0.0004  -0.0041  0.0061
Si  3.2588  2.7753  12.3111  0.0001  -0.0002  -0.0067
Si  7.2312  5.2806  19.6205  0.0005  0.0001  0.0043
Si  5.7604  8.6389  11.5694  -0.0001  -0.0003  -0.007
Si  5.8015  6.0428  13.2467  0.0006  0.0007  -0.0055
Si  4.6913  9.5488  17.5523  0.0003  -0.0011  0.0007
As  1.28  4.0216  21.8284  -0.0207  -0.0173  0.0368
Si  5.1023  1.3761  18.5487  0.0029  -0.0019  0.0026
Si  3.1925  3.0924  9.5495  -0.0005  -0.0003  -0.0092
Si  6.4915  10.7866  13.785  0  -0.0004  -0.0046
Si  10.3908  0.045  15.9478  -0.0003  0  -0.0019
Si  5.6678  3.6449  11.1788  0.0003  -0.0008  -0.0073
Si  9.8772  3.86  11.9178  -0.0006  -0.0001  -0.0064
Si  2.3785  9.8562  15.529  0  -0.0003  -0.0026
Si  6.0874  8.006  19.7558  -0.0002  0.0007  0.0048
Si  6.8827  3.9787  22.3548  0.0018  -0.0015  0.0115
Si  9.8646  2.7409  17.3016  0.0002  -0.0003  -0.001
O  7.2275  6.3312  14.0008  0.0003  0.0001  0.002
O  1.8923  6.9505  18.7595  0.0012  -0.0021  -0.0015
O  10.5474  3.9512  16.5129  -0.0005  0.0003  0.0015
O  6.2204  9.7526  16.9817  -0.0002  0.0004  0.0005
O  10.1826  0.6442  14.4466  0.0004  -0.0002  0.0022
O  8.4592  6.0078  18.8042  -0.0001  0  -0.001
O  5.2011  0.6305  14.4281  -0.0003  0.0004  0.0017
O  6.0625  1.8332  17.3199  -0.0016  -0.0001  0.0005
O  8.4697  1.9451  20.6653  -0.0024  -0.0016  -0.0018
O  1.9732  4.2253  18.4848  0.0007  -0.0018  0.0026
O  6.9717  2.8087  10.6371  -0.0011  0.0003  0.0036
O  4.8924  2.6554  12.2111  -0.0005  -0.0002  0.0033
O  6.0564  4.3411  16.3496  -0.0001  -0.0001  0.0008
O  4.5718  3.9122  9.9507  0.0012  0.0004  0.0042
O  10.9096  2.7951  21.4287  0.0049  -0.0029  -0.0108
O  9.7789  6.0877  14.9822  0.0009  -0.0003  0.0023
O  6.0114  6.3694  19.7706  0.0001  -0.0001  -0.0016
O  4.2487  0.0528  18.1672  0.0007  0.0014  0.0001
O  9.251  10.5044  12.2676  0  0.0013  0.0027
O  2.9075  4.3383  12.6639  -0.0005  0.001  0.0024
O  1.9203  10.6658  21.1488  0.0003  0.0028  -0.0052
O  4.1439  2.6657  18.7731  -0.0021  0.001  0.0026
O  0.7653  9.9655  15.9291  0  0.0004  0.0008
O  1.2959  9.6817  18.8058  0.0007  0.001  -0.0021
O  1.8592  1.4559  18.9735  0.0014  0.0043  -0.0002
O  8.9894  10.3004  16.4703  0.0002  0.0003  0.0008
O  4.8787  8.4573  18.755  -0.0003  0.0005  -0.0014
O  9.5886  8.7069  10.4988  0.0015  0.0007  0.0049
O  6.8391  3.9306  18.8094  -0.0002  -0.0005  -0.0017
O  2.864  1.6871  13.4223  0.0005  -0.0002  0.0031
O  5.8396  8.6787  21.2244  -0.0004  -0.0017  -0.0046
O  2.5548  2.4114  10.8854  -0.0003  -0.0003  0.0052
O  7.5848  4.8174  21.1511  0.0001  0.0006  -0.0048
O  5.2328  7.4532  12.5879  -0.0001  -0.0009  0.003
O  0.4417  9.0486  12.5065  0.0004  0  0.0024
O  7.6067  1.0389  13.5669  0  0.0001  0.002
O  7.1886  9.5833  14.6876  0.0004  -0.0002  0.0019
O  9.0046  4.9742  12.7198  -0.0001  0.0009  0.0027
O  8.179  7.9269  16.853  -0.0001  0.0002  0.0002
O  6.2312  2.5507  21.8828  0.002  -0.0024  -0.0063
O  2.5021  9.0377  14.0738  0.0002  0.001  0.003
O  0.4591  4.4502  11.8591  0.0006  0.0006  0.0028
O  0.7681  8.2905  20.9554  -0.0001  0.0005  -0.0066
O  9.4126  3.8289  10.3556  0.0015  0.0009  0.0048
O  9.693  2.333  12.5052  -0.0001  -0.001  0.0029
O  7.6262  8.4484  19.3413  0.0006  -0.0003  -0.0011
O  2.5526  8.1843  11.3448  -0.0013  -0.0004  0.0055
O  4.0144  2.9975  15.3891  0.0003  0.0005  0.0021
O  0.9423  4.4921  14.4231  -0.0003  -0.0002  0.0022
O  10.0459  2.9649  18.8981  0.0003  0.0003  0.0005
O  9.1766  7.7432  12.9588  -0.0001  -0.0008  0.0025
O  10.5885  0.5391  19.996  -0.0004  0.002  -0.0008
O  6.0345  5.0201  11.9667  -0.0001  0.0014  0.0035
O  8.3119  2.8592  16.8138  -0.0007  0  0.0004
O  3.5605  5.3845  16.7888  -0.0002  -0.0003  0.0011
O  4.6984  9.1009  10.3834  0.0011  0  0.0039
O  1.566  6.6562  13.1241  -0.0002  -0.0005  0.0022
O  4.771  5.458  14.3833  -0.0008  -0.0008  0.003
O  2.6372  3.1494  20.8568  -0.0075  0.016  0.0097
O  10.5925  1.3288  16.927  0.0001  0.0002  0.0001
O  1.0237  6.0694  16.568  0.0005  -0.0001  0.0009
O  7.3052  10.9301  21.8637  0.0007  0.0022  -0.0048
O  6.0414  0.9664  19.8122  -0.0001  0.0024  -0.0027
O  6.0867  10.0111  12.3927  0.0005  0.0015  0.0036
O  2.8867  0.475  15.6031  -0.0001  -0.0001  0.0011
O  7.0568  7.9772  10.7884  -0.0012  0  0.0039
O  10.2567  7.9086  18.6966  -0.0008  -0.0002  -0.0012
O  3.4713  9.0829  16.5304  0.0002  0.0003  0.0007

Results
free energy: -141728.629 eV
free energy less fixed offsets of As -4856.12, O -568.88, Si -635.61 eV per atom: 0.581 eV

The program warned: the cutoff lies below the one the program advises for these potential files; the exchange-correlation potential is rough where the density is thin.
